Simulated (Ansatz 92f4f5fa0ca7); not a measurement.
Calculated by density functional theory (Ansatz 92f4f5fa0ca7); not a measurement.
Periodic cell of 237 atoms, Si146O90B1, from a study of silicon, its oxide and their interface. The atomic structure is a simulated model.
Doubt: the cutoff is far below the 930 eV that the study's wrapper takes by default for these files, so forces and energies are approximate.
This geometry differs little from another in the collection (a relaxation step or a small displacement).

Settings
functional: PBE
potential files: Ansatz PAW
basis: plane waves
wave-function cutoff: 580 eV
density cutoff ratio: 5
exchange-correlation grid ratio: 1
k mesh: 1 x 1 x 1, Gamma-centred
self-consistency stop: 5e-08 eV per atom in the density residual
occupations: fixed
spin: none
net charge: -1 e, with a uniform compensating background and no finite-size correction

Cell vectors (angstrom)
a	11.6015	0	0
b	0	10.938	0
c	0	0	32.0622

Atoms: element, x, y, z (angstrom)
Si	-0.1923	-0.0662	23.2855
Si	3.6723	0.1989	23.1108
Si	7.5557	-0.1368	23.459
Si	1.691	1.3767	23.4254
Si	5.7364	1.4058	23.2
Si	9.4452	1.2288	23.3708
Si	0.1634	5.3104	23.4727
Si	4.1241	5.2941	23.4029
Si	8.0348	5.6074	23.5567
Si	2.1606	6.5828	23.3826
Si	5.969	6.7695	23.4913
Si	10.0116	6.8672	23.6107
Si	1.9053	2.6635	25.3993
Si	5.8325	2.6559	25.2688
Si	9.6329	2.686	25.2792
Si	11.6002	4.0074	25.4051
Si	3.8948	3.9747	25.337
Si	7.7452	4.0929	25.3594
Si	1.975	8.1487	25.2141
Si	5.7773	8.1686	25.3791
Si	9.7149	8.2639	25.4477
Si	11.6418	9.5638	25.2828
Si	3.8661	9.5884	25.0906
Si	7.6927	9.5221	25.4259
Si	11.6525	-0.0113	27.2332
Si	3.9036	-0.0549	27.1428
Si	7.7613	-0.0181	27.311
Si	1.988	1.3141	27.3044
Si	5.8318	1.3235	27.2223
Si	9.6972	1.334	27.2321
Si	11.5953	5.4725	27.2627
Si	3.8496	5.4243	27.2365
Si	7.718	5.4645	27.2882
Si	1.9405	6.8295	27.2111
Si	5.764	6.803	27.2953
Si	9.6594	6.8234	27.3141
Si	1.9487	2.7246	29.2094
Si	5.7942	2.7238	29.1485
Si	9.6848	2.7308	29.1678
Si	0.0166	4.1026	29.1949
Si	3.8635	4.0957	29.1965
Si	7.7341	4.0873	29.2091
Si	1.943	8.1864	29.1738
Si	5.7962	8.189	29.2127
Si	9.6711	8.198	29.2418
Si	0.0097	9.5574	29.1769
Si	3.8754	9.5599	29.1347
Si	7.7369	9.5548	29.2363
Si	0.0054	0.0051	31.1221
Si	3.8595	0.0118	31.0964
Si	7.7312	0.0213	31.1416
Si	1.9299	1.3797	31.1449
Si	5.7913	1.3813	31.0985
Si	9.6758	1.3757	31.1263
Si	0.0114	5.4738	31.1323
Si	3.8674	5.4813	31.1307
Si	7.7385	5.4593	31.1517
Si	1.9378	6.8488	31.1506
Si	5.8052	6.83	31.1366
Si	9.6749	6.8244	31.1625
Si	1.9282	2.7598	1.0222
Si	5.77	2.751	0.9736
Si	9.6879	2.744	1.0176
Si	0.0027	4.1498	1.025
Si	3.8462	4.152	1.0312
Si	7.736	4.099	1.0314
Si	1.9278	8.2175	1.048
Si	5.7957	8.2294	0.9817
Si	9.6636	8.2241	1.0218
Si	-0.0014	9.5921	1.0156
Si	3.8528	9.5908	0.9969
Si	7.7357	9.5816	1.0031
Si	11.6309	-0.017	2.9883
Si	3.8181	-0.0336	2.9867
Si	7.7356	0.019	2.9221
Si	1.9282	1.3854	2.9466
Si	5.778	1.3276	2.8647
Si	9.6806	1.3534	2.9507
Si	11.6112	5.5797	2.9318
Si	3.825	5.5656	2.9628
Si	7.7251	5.5222	2.9396
Si	1.9105	7.0159	3.1228
Si	5.7928	6.8758	2.9141
Si	9.6547	6.9058	2.9878
Si	1.906	2.8296	4.8275
Si	5.8212	2.7155	4.7469
Si	9.6032	2.7986	4.8263
Si	11.5432	4.1405	4.7833
Si	3.9067	4.0948	4.8112
Si	7.7086	4.1894	4.8851
B	1.9031	8.1429	4.844
Si	5.7236	8.3027	4.789
Si	9.6837	8.3332	4.907
Si	11.8047	9.5019	4.9066
Si	3.5782	9.3665	4.8477
Si	7.704	9.6761	4.9059
Si	11.6104	0.1586	6.7224
Si	3.7062	-0.1005	6.6437
Si	7.7025	0.0695	6.9229
Si	2.0373	1.4971	6.7597
Si	5.6751	1.2539	6.6133
Si	9.6727	1.4985	6.8019
Si	11.5605	5.5442	6.6624
Si	3.9308	5.465	6.746
Si	7.7206	5.6708	6.8072
Si	1.978	6.8168	6.4384
Si	5.7912	6.9836	6.7241
Si	9.7509	7.0339	6.8925
O	9.9793	7.9703	8.2785
O	7.6577	9.9383	8.2265
O	7.3671	4.7359	8.1436
O	3.3309	10.3699	8.2169
O	2.0561	7.5003	7.9549
O	3.9246	4.6098	8.2001
O	9.8727	2.4724	8.1501
O	2.5765	2.3374	8.1236
O	11.4557	4.6422	8.0619
O	5.3028	2.3919	7.7638
O	5.8164	7.9701	8.0764
O	11.2864	10.3313	8.1492
O	11.2751	10.0798	21.8094
O	3.2371	10.7142	21.5297
O	5.782	7.7709	22.1696
O	4.2253	4.4483	21.9507
O	7.6836	9.6856	22.1984
O	10.3234	7.6644	22.1874
O	1.6169	2.3977	22.1162
O	5.9442	2.435	21.8865
O	8.4433	4.7054	22.2178
O	-0.0657	4.4476	22.048
O	2.3342	7.3718	21.938
O	9.1267	1.8757	21.8705
Si	1.9209	7.7488	9.5345
Si	5.0383	0.5757	17.6777
Si	2.4955	5.4277	13.9997
Si	10.5708	3.859	14.0301
Si	8.2844	2.3852	15.2448
Si	9.5472	2.241	20.344
Si	10.5586	3.6816	9.0266
Si	0.0405	2.3181	11.5361
Si	11.0259	8.1266	15.3821
Si	5.1746	6.9308	13.9778
Si	5.7511	2.6252	11.0877
Si	8.5836	7.6679	19.3885
Si	8.1194	4.8463	20.6317
Si	5.9279	9.5925	15.1866
Si	2.1139	7.6346	20.3511
Si	1.9266	4.8896	18.786
Si	4.4986	3.4388	18.0123
Si	8.512	8.9283	16.8113
Si	0.8261	9.4837	13.2849
Si	9.9155	10.6535	11.702
Si	5.3522	3.7029	21.0186
Si	0.5947	5.5191	16.2454
Si	10.7787	9.1391	9.1219
Si	6.5716	8.8947	21.2943
Si	7.1284	7.1022	11.4719
Si	2.6714	0.733	12.2073
Si	10.892	8.6774	21.0491
Si	6.0394	4.3201	15.621
Si	7.086	0.4982	12.9526
Si	4.0203	3.0036	8.5646
Si	0.8878	6.7509	11.8613
Si	6.5621	9.0421	9.0654
Si	0.6674	3.2868	21.1475
Si	9.81	6.5076	12.8714
Si	7.7269	4.5343	9.7175
Si	3.9917	10.0692	20.2184
Si	4.264	3.0425	13.507
Si	3.8384	9.9979	9.7263
Si	8.0615	0.7812	18.0225
O	11.5111	3.2181	12.8777
O	9.3543	4.4789	9.8093
O	8.806	3.6034	19.8628
O	4.0456	-0.0711	18.8033
O	11.3433	4.5325	15.2871
O	9.8694	9.7693	10.323
O	3.7645	1.5385	13.1184
O	0.6574	9.0457	14.8475
O	6.4779	0.9749	18.3652
O	4.765	3.1645	19.6043
O	6.2459	1.1909	11.724
O	0.5517	8.5986	9.7974
O	5.6452	4.307	17.2154
O	8.455	7.208	12.3813
O	4.4078	2.6554	10.1206
O	2.0775	5.6544	15.5579
O	3.3749	0.0332	10.9256
O	5.8998	7.2025	12.536
O	2.2993	6.3487	19.3877
O	0.662	4.9357	17.7609
O	8.415	10.7054	12.3395
O	5.4578	10.0651	9.6772
O	0.5997	8.1987	20.2078
O	9.7753	2.607	14.6751
O	1.9899	10.6037	13.2237
O	9.952	9.1002	16.0929
O	6.1549	10.3606	13.759
O	7.4718	1.6023	14.0813
O	1.6402	3.9139	20.0325
O	5.9068	5.7886	14.9108
O	7.3485	8.9549	15.6858
O	1.5171	1.6688	11.5732
O	7.1909	8.2869	10.3571
O	4.3197	1.9849	17.2784
O	7.0452	3.1622	10.2599
O	11.5445	7.0002	16.4247
O	8.2969	10.1412	17.8386
O	3.2626	8.5093	10.0531
O	7.5888	3.836	15.5073
O	3.1465	4.31	17.9007
O	2.9062	3.8979	13.6811
O	1.3295	8.221	12.4029
O	1.2193	5.6941	13.0397
O	4.9914	8.3047	14.8437
O	11.1693	2.3891	20.3403
O	10.9726	10.0037	12.7568
O	5.2866	3.5813	12.3383
O	5.0907	3.1957	14.8972
O	6.4882	4.7994	20.5635
O	8.4033	1.5587	16.6371
O	10.4229	1.2375	11.4133
O	10.8805	6.613	11.6374
O	3.2578	8.672	19.8565
O	1.72	6.4282	10.4885
O	7.1694	8.1956	19.9733
O	8.4991	7.5891	17.7558
O	3.6835	6.437	13.5946
O	9.5757	4.9579	13.3288
O	5.5243	9.9902	20.7472
O	10.3333	7.3631	14.135
O	8.7826	6.1618	19.9603
O	7.1017	5.7044	10.6474
O	5.2652	10.5448	16.3604
O	9.0497	1.1518	19.2545
O	11.5909	3.1876	10.1678
O	9.7434	8.7047	19.8927

Results
free energy: -144146.785 eV
free energy less fixed offsets of B -154.04, O -568.88, Si -635.61 eV per atom: 5.515 eV

Forces (eV/angstrom), in the order of the atoms: element, x, y, z
Si	0.0073	0.0416	0.127
Si	0.0283	0.0225	0.1402
Si	-0.0145	0.0504	0.0915
Si	-0.0084	-0.0507	0.0926
Si	-0.0128	-0.0567	0.1029
Si	0.0222	-0.0324	0.1267
Si	-0.0052	0.0444	0.0977
Si	0.0032	0.0363	0.102
Si	-0.0179	0.0357	0.0907
Si	-0.0122	-0.0439	0.1176
Si	0.004	-0.0439	0.0855
Si	-0.0033	-0.0334	0.1087
Si	0.0061	-0.0161	-0.0141
Si	0.0077	-0.0237	-0.0271
Si	-0.0044	-0.0275	-0.0184
Si	0.0021	0.0224	-0.0067
Si	-0.0055	0.0259	0.003
Si	0.0053	0.0358	0.0194
Si	0.001	-0.0111	0.0071
Si	-0.0018	-0.0198	0.007
Si	-0.0063	-0.0272	0.013
Si	-0.0023	0.0265	-0.0315
Si	0.005	0.0183	-0.0344
Si	0.0091	0.0185	-0.0126
Si	-0.0139	-0.0075	-0.0058
Si	0.0043	0.009	-0.0246
Si	0.0065	-0.0252	0.0185
Si	-0.0021	0.0126	0.0119
Si	-0.0059	0.0008	-0.0085
Si	0.0063	0.0064	-0.012
Si	0.0009	-0.0045	0.011
Si	-0.006	-0.0082	0.018
Si	-0.0018	-0.0133	0.0136
Si	-0.0032	-0.0125	-0.0247
Si	0.009	0.0119	0.0027
Si	-0.0179	0.0248	0.0056
Si	-0.0489	-0.0107	-0.0125
Si	0.0122	-0.0026	0.032
Si	-0.0256	-0.0194	0.0384
Si	0.0078	-0.0002	-0.0179
Si	0.033	0.036	-0.0053
Si	0.015	0.0117	-0.0399
Si	-0.0028	-0.0073	0.0157
Si	0.0361	-0.0163	-0.0424
Si	0.0169	-0.0396	-0.0411
Si	-0.002	0.0352	0.0353
Si	-0.0317	0.0382	0.0741
Si	-0.0239	0.02	-0.0298
Si	-0.023	-0.036	0.0076
Si	0.0144	-0.0534	-0.0011
Si	0.0018	0.0186	0.0361
Si	0.0046	0.0118	0.0428
Si	-0.0251	0.0068	-0.0228
Si	0.0159	0.0396	-0.0298
Si	0.0141	-0.0266	-0.0091
Si	-0.0242	-0.0526	0.0272
Si	0.0055	-0.027	-0.0085
Si	0.0022	0.0333	-0.0172
Si	-0.004	0.0005	0.0434
Si	0.0009	0.0228	0.0466
Si	-0.0169	0.042	-0.0157
Si	0.0163	0.0161	0.044
Si	-0.0102	0.0015	0.0034
Si	0.0127	-0.0219	0.0081
Si	0.0115	-0.006	-0.0061
Si	-0.0312	-0.0383	0.0084
Si	-0.0053	-0.0693	0.046
Si	-0.049	0.0039	0.0504
Si	0.054	-0.0064	-0.0037
Si	0.0246	0.0159	-0.0384
Si	-0.0107	0.0218	-0.0631
Si	-0.0221	-0.0114	-0.0043
Si	-0.0749	0.0297	0.0287
Si	0.0444	0.0382	0.0782
Si	-0.0099	0.0516	0.0109
Si	0.0089	-0.0014	-0.0679
Si	0.0408	0.012	-0.0287
Si	-0.0235	-0.0069	-0.0224
Si	0.0334	0.0448	-0.0909
Si	-0.0291	0.0452	-0.0937
Si	0.0045	0.0526	-0.0135
Si	0.0042	-0.1619	-0.0484
Si	0.0223	-0.0589	0.0049
Si	-0.0151	-0.0855	0.0217
Si	-0.0065	0.0126	0.0135
Si	0.0147	-0.0376	-0.0365
Si	-0.0272	-0.0315	0.0117
Si	-0.099	-0.0178	0.0416
Si	0.1022	0.0423	0.0961
Si	-0.0057	-0.0039	-0.0068
B	-0.2408	0.4141	0.0787
Si	-0.1199	0.0575	0.0947
Si	0.0672	0.0886	0.0592
Si	0.2114	-0.4605	-0.1265
Si	0.2132	-0.3688	-0.2762
Si	-0.0278	0.0102	-0.0169
Si	0.0241	0.2482	-0.0993
Si	0.1559	0.2872	-0.1185
Si	-0.0033	0.1046	-0.1439
Si	-0.1478	-0.1174	-0.1579
Si	0.0176	-0.0528	-0.0996
Si	0.0072	-0.0262	-0.1992
Si	0.1255	0.1903	-0.1572
Si	-0.0456	0.1947	-0.2837
Si	0.0427	0.1845	-0.0972
Si	-0.0934	-0.2814	-0.0672
Si	0.0566	-0.2306	-0.1956
Si	-0.1145	-0.2007	-0.1904
O	0.0561	0.1576	0.2459
O	-0.0548	-0.0927	0.1797
O	0.0084	-0.1062	0.3253
O	0.02	-0.103	0.3471
O	-0.0185	0.3048	0.4894
O	-0.0069	-0.1974	0.276
O	0.0452	0.0882	0.2313
O	0.0867	0.0812	0.2
O	-0.0737	-0.1879	0.3032
O	-0.0279	-0.0032	0.1595
O	0.0504	0.1671	0.2472
O	-0.0865	-0.1928	0.2913
O	-0.0143	-0.0846	-0.1607
O	0.0068	-0.0512	-0.2002
O	0.0106	0.0777	-0.1416
O	0.0297	-0.0556	-0.1537
O	-0.0218	-0.0754	-0.1369
O	0.0236	0.0727	-0.1723
O	-0.0248	0.0749	-0.1418
O	-0.0008	0.0969	-0.1503
O	0.0012	-0.0358	-0.1752
O	0.0101	-0.0738	-0.1511
O	0.0017	0.0476	-0.1957
O	0.0032	0.0554	-0.2132
Si	0.0306	0.0358	-0.5788
Si	-0.0155	-0.0131	0.0616
Si	-0.0429	0.0037	-0.1473
Si	0.0274	-0.0008	-0.1784
Si	-0.0022	-0.016	-0.0881
Si	0.0032	0.014	0.233
Si	0.0157	0.0622	-0.4753
Si	-0.0118	0.0432	-0.3277
Si	0.0166	-0.0086	-0.119
Si	0.0273	0.0081	-0.1837
Si	-0.0424	0.0573	-0.3573
Si	-0.0005	0.001	0.1422
Si	-0.0094	-0.0216	0.2045
Si	-0.0057	0.0133	-0.0994
Si	-0.0114	0.0193	0.2109
Si	-0.002	-0.0012	0.1242
Si	0.0094	-0.0059	0.0997
Si	0.0056	-0.0109	0.0126
Si	0.0003	-0.0005	-0.1944
Si	0.0252	-0.0394	-0.2912
Si	0.0056	-0.0134	0.2429
Si	0.0052	-0.0105	-0.0361
Si	0.0407	-0.0286	-0.4352
Si	-0.0006	0.0041	0.2232
Si	0.0161	0.0065	-0.3472
Si	0.0168	-0.0355	-0.2776
Si	0.0034	0.0252	0.2361
Si	-0.0317	-0.0085	-0.0574
Si	0.0135	0.0113	-0.2381
Si	-0.1002	0.1123	-0.4252
Si	0.0517	0.0203	-0.3089
Si	-0.0182	0.0039	-0.399
Si	-0.0132	-0.008	0.2314
Si	-0.0096	0.023	-0.2104
Si	0.0418	0.0066	-0.4057
Si	-0.0123	0.0101	0.2286
Si	0.0229	-0.0344	-0.1867
Si	-0.0183	-0.0904	-0.4108
Si	0.0242	0.0165	0.0733
O	-0.0317	0.0505	0.1595
O	-0.0487	0.004	0.1522
O	0.0024	-0.0049	-0.0689
O	0.0189	0.0289	-0.0886
O	0.0153	0.0147	0.0614
O	-0.0471	0.0885	0.2647
O	0.0273	0.0448	0.0984
O	-0.0161	-0.021	0.0927
O	0.0021	-0.0036	-0.0233
O	-0.0264	-0.0064	-0.1283
O	0.0409	-0.063	0.1437
O	-0.0051	-0.004	0.1813
O	0.0043	0.0055	-0.0004
O	0.0526	-0.0132	0.1145
O	0.1194	-0.0175	0.2832
O	-0.0146	-0.0012	0.054
O	-0.0621	0.1002	0.2323
O	-0.0751	-0.0016	0.1775
O	-0.0021	-0.038	-0.0753
O	-0.0098	-0.0026	-0.0259
O	-0.0702	0.0206	0.1075
O	-0.0081	0.0218	0.1266
O	0.0233	-0.0171	-0.0715
O	-0.0295	-0.0117	0.053
O	-0.0244	-0.0263	0.0874
O	-0.0148	0.0075	0.0248
O	-0.0176	-0.0376	0.0996
O	0.0173	0.0392	0.0978
O	0.0347	0.0396	-0.108
O	0.0082	-0.0267	0.0575
O	0.0088	-0.0049	0.0264
O	0.0214	-0.0133	0.1035
O	0.0306	-0.0907	0.2426
O	-0.0017	-0.0021	-0.0154
O	-0.0569	-0.0638	0.1579
O	0.0055	-0.0055	0.0231
O	0.0027	0.004	-0.0228
O	0.0246	0.0281	0.1588
O	-0.0028	0.0072	0.0224
O	0.0061	-0.0036	-0.0295
O	-0.0068	0.0185	0.0497
O	-0.0163	0.0502	0.1233
O	0.0379	-0.0337	0.1288
O	0.001	0.0243	0.054
O	-0.0131	-0.0077	-0.0752
O	0.0498	-0.0237	0.1113
O	-0.0395	0.0166	0.171
O	0.0251	0.0228	0.0797
O	0.0062	0.0088	-0.0728
O	0.0007	-0.0003	0.009
O	-0.0068	-0.0124	0.093
O	-0.0423	-0.0035	0.1058
O	0.0029	-0.0054	-0.0661
O	-0.053	-0.0625	0.2134
O	0.0345	-0.0218	-0.0899
O	-0.0035	0.0073	-0.0514
O	0.0051	0.0013	0.0572
O	0.0134	-0.0345	0.0806
O	-0.0233	-0.0033	-0.0846
O	0.0203	0.0345	0.1105
O	0.0067	0.0318	-0.0611
O	-0.0284	0.0924	0.1789
O	-0.0015	0.0042	0.0116
O	-0.0316	-0.0316	-0.0963
O	0.0706	-0.0801	0.2646
O	-0.0425	-0.0135	-0.087

The program warned: the cutoff lies below the one the program advises for these potential files; the forces do not sum to zero within the program's tolerance; the exchange-correlation potential is rough where the density is thin.
